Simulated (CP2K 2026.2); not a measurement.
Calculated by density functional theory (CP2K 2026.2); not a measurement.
Periodic cell of 504 atoms, Si360O144, from a study of silicon, its oxide and their interface. The atomic structure is a simulated model.
Doubt: the forces sum to 1.74 eV/angstrom along one axis rather than to zero, so they err by at least 0.0034 eV/angstrom per atom on average; the grid cutoff is modest.

Settings
functional: PBE
method: Gaussian and plane waves
basis set: DZVP-MOLOPT-SR-GTH
pseudopotentials: GTH-PBE
grid cutoff: 350 Ry, relative cutoff 50 Ry
k points: Gamma only
occupations: fixed
spin: none
net charge: 0

Cell vectors (angstrom)
a 16.32 0 0
b 0 16.32 0
c -5.4215 -7.1104 33.9825

Atoms and the computed forces on them: element, x, y, z (angstrom), force x, y, z (eV/angstrom)
Si 1.065 15.217 0.081 0.113 -0.153 0.751
Si 3.765 1.622 0.006 0.166 -0.194 0.767
Si 1.661 3.933 0.143 -0.225 0.031 0.732
Si -1.008 -0.635 33.957 -0.071 0.167 0.723
Si 1.023 9.875 0.119 0.123 -0.056 0.721
Si 4.372 12.038 0.058 -0.229 0.117 0.71
Si 7.04 14.711 0.17 -0.046 0.18 0.736
Si 9.843 1.143 0.143 -0.193 0.058 0.753
Si 1.185 -2.914 33.908 0.148 -0.189 0.699
Si 4.286 -0.724 33.887 -0.128 0.32 0.719
Si 6.571 9.771 0.116 0.142 -0.135 0.702
Si 9.298 12.556 0.109 0.131 -0.141 0.738
Si 12.05 15.259 0.096 0.095 -0.19 0.772
Si 15.164 1.103 0.08 -0.094 0.236 0.751
Si 11.986 4.241 0.156 0.237 -0.049 0.74
Si 14.795 7.105 0.033 0.076 -0.263 0.759
Si 12.479 9.22 0.007 -0.196 0.114 0.768
Si 15.041 12.005 0.054 -0.115 0.205 0.729
Si 2.678 0.026 1.355 -0.016 0.002 -0.074
Si 5.425 2.689 1.295 -0.012 0.012 -0.067
Si 2.84 5.458 1.414 0.008 0.007 -0.053
Si 5.445 8.12 1.332 -0.001 0.001 -0.045
Si 2.704 10.954 1.34 0.011 -0.015 -0.039
Si 5.457 13.581 1.441 0.002 0.003 -0.063
Si 8.212 -0.001 1.397 0.024 -0.009 -0.053
Si 10.893 2.705 1.517 0.003 -0.005 -0.042
Si 8.143 5.35 1.304 -0.017 -0.006 -0.051
Si 10.827 8.069 1.214 0.006 -0.03 -0.071
Si 8.179 10.913 1.368 -0.005 0.01 -0.053
Si 10.891 13.666 1.401 0.013 0.015 -0.065
Si 13.604 0.029 1.452 0.005 0.01 -0.047
Si 0.01 2.738 1.325 -0.019 0.008 -0.034
Si 13.623 5.473 1.305 0.016 -0.013 -0.036
Si -0.014 8.225 1.414 -0.011 -0.004 -0.053
Si 13.544 10.819 1.387 0.011 -0.015 -0.075
Si -0.078 13.598 1.335 -0.002 0.002 -0.043
Si 1.34 1.383 2.744 0.016 -0.014 0.031
Si 4.147 4.059 2.758 -0.006 -0.025 0.042
Si 1.395 6.826 2.688 -0.008 -0.005 0.005
Si 4.034 9.492 2.67 0.006 0.006 0.013
Si 1.353 12.303 2.711 -0.018 0.005 0.028
Si 4.057 14.981 2.7 -0.013 -0.004 0.011
Si 6.791 1.355 2.681 0.008 0.012 0.018
Si 9.455 4.046 2.767 0.004 0.014 0.021
Si 6.844 6.786 2.681 0.002 -0.003 0.012
Si 9.543 9.481 2.632 0.005 -0.005 0.011
Si 6.82 12.226 2.79 0.018 0.007 0.038
Si 9.546 14.987 2.804 0.003 -0.006 0.048
Si 12.295 1.394 2.832 0.015 0.002 0.032
Si 14.968 4.102 2.671 -0.01 -0.012 0.011
Si 12.21 6.788 2.676 -0.014 0.023 0.029
Si 14.927 9.527 2.793 -0.015 -0.001 0.049
Si 12.217 12.233 2.71 0.016 0.016 0.007
Si 14.925 14.928 2.761 0.014 -0.002 0.034
Si -0.01 -0.005 4.089 -0.011 0.018 -0.018
Si 2.73 2.723 4.093 0 0.014 -0.012
Si 0.018 5.451 4.032 -0.003 0.005 0.004
Si 2.712 8.171 4.085 0.021 0.014 0.006
Si 0.005 10.911 4.081 0.002 0 -0.01
Si 2.71 13.634 4.084 -0.013 -0.006 0.003
Si 5.435 0.003 4.056 0.001 0.002 -0.003
Si 8.111 2.696 4.107 -0.008 -0.004 0.014
Si 5.49 5.444 4.084 0.006 -0.003 -0.005
Si 8.185 8.158 4.041 -0.005 -0.02 0
Si 5.417 10.84 4.061 -0.005 -0.008 -0.015
Si 8.173 13.605 4.128 0.002 -0.001 -0.01
Si 10.906 0.019 4.148 -0.019 -0.005 -0.013
Si 13.651 2.774 4.118 0.009 0.002 0.017
Si 10.862 5.434 4.064 0.022 -0.011 -0.016
Si 13.553 8.141 4.088 0.006 -0.008 -0.012
Si 10.865 10.851 4.045 -0.006 -0.005 -0.004
Si 13.576 13.57 4.105 0.004 0.003 0.006
Si 1.35 -1.32 16.305 0.003 0.003 -0.012
Si 4.068 1.379 16.332 0.001 0.002 -0.016
Si 1.374 4.079 16.32 -0.007 -0.004 -0.012
Si 4.084 6.782 16.318 -0.004 0.009 -0.011
Si 1.358 9.514 16.287 0.007 0.001 -0.018
Si 4.094 12.236 16.282 0.007 0.002 -0.014
Si 6.814 -1.345 16.312 0.012 0.011 -0.006
Si 9.52 1.368 16.309 -0.004 -0.003 -0.013
Si 6.786 4.082 16.333 0.008 -0.009 -0.01
Si 9.497 6.79 16.343 -0.013 0.01 -0.007
Si 6.83 9.519 16.315 -0.013 0.016 -0.009
Si 9.547 12.225 16.345 -0.004 0 -0.002
Si 12.265 -1.376 16.332 -0.002 0.006 -0.006
Si -1.362 1.332 16.327 -0.004 -0.004 -0.002
Si 12.215 4.07 16.332 -0.012 -0.003 -0.008
Si -1.365 6.793 16.304 -0.007 -0.009 -0.011
Si 12.235 9.521 16.328 0.004 -0.003 -0.013
Si -1.364 12.248 16.312 0.003 -0.01 -0.012
Si 2.717 0.011 17.69 -0.012 0.014 0.021
Si 5.388 2.77 17.704 -0.006 0.001 -0.009
Si 2.729 5.431 17.704 0.006 0.007 0
Si 5.451 8.162 17.64 0.001 0.003 0.007
Si 2.701 10.902 17.619 0.003 -0.007 0.003
Si 5.468 -2.74 17.635 -0.01 0.004 -0.011
Si 8.16 0.034 17.671 0.004 -0.003 0.011
Si 10.856 2.707 17.706 -0.015 0.02 0.004
Si 8.154 5.407 17.715 -0.01 -0.006 0.026
Si 10.856 8.169 17.684 0.007 -0.011 -0.002
Si 8.2 10.849 17.709 0.006 -0.018 -0.01
Si 10.939 -2.755 17.699 0.003 -0.017 0.016
Si -2.722 -0.014 17.721 0.004 -0.001 -0.005
Si 0.029 2.685 17.648 0.009 -0.009 0.014
Si -2.754 5.457 17.658 0.01 0.017 0.002
Si 0.037 8.12 17.646 0.003 0.007 -0.011
Si -2.709 10.877 17.676 -0.003 0.013 0.023
Si -0.031 -2.66 17.647 -0.001 0 -0.008
Si 1.393 1.39 19.088 -0.003 0.023 -0.037
Si 4.054 4.122 19.144 0.018 -0.033 -0.004
Si 1.379 6.786 19.06 -0.018 0.031 -0.023
Si 4.051 9.521 18.947 0.012 -0.005 -0.044
Si 1.35 12.31 18.943 0.018 0.009 -0.031
Si 4.088 -1.413 18.977 -0.006 -0.004 -0.029
Si 6.751 1.397 19.008 0.01 0.002 -0.025
Si 9.491 4.025 19.111 -0.008 -0.001 -0.016
Si 6.788 6.807 19.027 -0.014 0.008 -0.033
Si 9.571 9.522 19.123 0.001 0.022 -0.001
Si 6.825 12.232 19.007 -0.001 0.007 -0.019
Si 9.563 -1.344 18.973 0.011 0.01 -0.051
Si 12.216 1.347 19.064 -0.008 -0.012 -0.019
Si -1.363 4.062 18.923 0.004 0 -0.05
Si 12.17 6.786 19.038 -0.009 -0.02 -0.016
Si -1.332 9.469 18.96 -0.002 0.002 -0.021
Si 12.309 12.22 19.119 -0.003 0.015 -0.044
Si -1.353 -1.352 19.104 -0.004 -0.002 -0.005
Si 0.023 0.009 20.438 0.015 0.012 0.054
Si 2.723 2.757 20.547 -0.023 -0.023 0.071
Si -0.007 5.363 20.313 0.013 -0.029 0.067
Si 2.723 8.199 20.386 0.018 0.007 0.07
Si 0.003 10.919 20.225 -0.013 -0.003 0.044
Si 2.725 -2.736 20.366 -0.006 -0.011 0.048
Si 5.433 -0.042 20.298 0.001 -0.005 0.041
Si 8.027 2.724 20.469 0.005 0.023 0.041
Si 5.369 5.573 20.469 -0.004 0.022 0.062
Si 8.2 8.102 20.402 -0.01 -0.001 0.041
Si 5.411 10.877 20.29 -0.019 -0.008 0.04
Si 8.236 -2.734 20.303 0.03 0.003 0.05
Si 10.87 -0.017 20.432 -0.004 -0.028 0.057
Si -2.699 2.735 20.316 0.022 -0.005 0.055
Si 10.876 5.385 20.466 0 0.004 0.045
Si -2.713 8.128 20.314 -0.006 0.001 0.038
Si 10.971 10.841 20.529 0.017 0.025 0.061
Si -2.656 -2.712 20.527 -0.023 -0.02 0.067
Si 1.636 -1.148 21.702 -0.259 -0.146 -0.748
Si 3.904 1.054 21.683 0.111 0.247 -0.715
Si 1.029 3.872 21.808 0.272 0.095 -0.723
Si 4.297 7.228 21.836 -0.183 -0.281 -0.74
Si 1.556 9.843 21.55 -0.028 -0.131 -0.72
Si 3.844 -4.347 21.658 0.171 0.175 -0.785
Si 6.988 -1.234 21.574 -0.131 -0.161 -0.758
Si 9.144 1.023 21.643 0.123 0.186 -0.763
Si 6.911 4.419 21.762 -0.102 -0.268 -0.722
Si 9.285 6.51 21.785 0.188 0.185 -0.717
Si 6.598 9.327 21.549 0.082 0.088 -0.765
Si 9.841 -3.768 21.682 -0.083 -0.189 -0.854
Si 12.052 -1.544 21.81 0.21 0.163 -0.753
Si -1.158 1.628 21.66 -0.033 -0.225 -0.77
Si 12.517 4.232 21.724 -0.224 -0.055 -0.688
Si -1.617 6.482 21.543 0.047 0.069 -0.724
Si 12.648 9.679 21.78 -0.323 -0.129 -0.708
Si -1.451 -4.372 21.727 0.067 0.328 -0.692
Si -0.455 -4.268 24.721 -0.077 -0.157 -0.15
Si 6.006 10.09 27.993 -0.109 -0.003 0.029
Si 5.083 5.101 31.2 -0.045 0.118 0.129
Si -2.404 -0.152 23.894 -0.007 -0.01 -0.107
Si 6.611 5.096 27.25 0.027 -0.02 -0.135
Si 4.643 1.297 24.706 -0.136 -0.066 -0.072
Si -1.976 0.924 26.683 0.041 -0.111 -0.012
Si 6.004 2.377 31.083 -0.068 0.079 0.154
Si -1.893 5.286 31.094 0.013 -0.07 0.152
Si 5.675 -3.073 23.824 0.031 -0.042 -0.164
Si -3.56 7.786 31.106 0.071 -0.029 0.167
Si 10.246 6.77 29.866 -0.05 -0.071 0.001
Si -2.168 -4.221 29.086 -0.05 0.066 -0.031
Si 11.457 3.845 24.571 -0.007 -0.022 -0.132
Si -4.308 2.524 27.216 -0.105 0.066 -0.127
Si 9.417 0.712 27.09 0.054 -0.024 0.024
Si 3.871 -1.396 28.233 -0.013 0.096 0.016
Si 2.681 -4.76 31.817 -0.016 0.049 0.125
Si 0.338 -1.539 24.497 0.085 0.108 -0.069
Si 8.508 -4.076 32.155 -0.078 -0.086 0.044
Si 4.658 7.345 27.401 0.041 0.082 -0.03
Si 7.889 2.761 28.769 0.078 0.009 -0.013
Si -1.432 0.431 31.063 0.039 -0.021 0.123
Si 7.291 -4.063 29.369 -0.09 -0.055 -0.072
Si -3.653 8.515 24.756 0.086 0.148 -0.163
Si 1.058 5.016 24.74 -0.017 0.04 -0.141
Si 0.685 4.41 29.476 0.018 -0.086 -0.018
Si 10.7 -1.906 32.112 0.049 0.024 0.005
Si 9.09 2.037 24.474 0.044 0.018 -0.054
Si 0.502 2.755 26.808 -0.034 0.102 0.042
Si 10.455 6.699 24.68 -0.059 -0.015 -0.172
Si 6.366 3.564 24.641 0.034 0.104 -0.018
Si -1.056 7.071 24.439 0.024 -0.021 -0.061
Si 8.935 7.039 27.165 0.059 0.044 -0.054
Si -1.948 -1.372 28.656 -0.07 0.007 -0.053
Si 1.188 8.787 31.35 0.091 -0.002 0.036
Si 8.411 10.094 26.471 -0.078 0.062 0.006
Si 1.395 1.918 31.158 -0.066 -0.024 0.141
Si 3.822 0.149 30.935 -0.059 -0.011 0.168
Si 3.124 7.324 24.783 -0.032 -0.043 -0.134
Si 7.963 11.17 23.746 -0.118 0.041 -0.095
Si 2.105 0.305 26.34 0.051 -0.031 -0.062
Si 0.872 9.315 24.465 0.051 0.032 -0.113
Si 8.529 -2.128 27.062 -0.058 -0.04 0.184
Si -1.396 -6.416 31.005 -0.083 -0.003 0.122
Si -3.555 2.547 31.221 0.023 0.018 0.091
Si 5.85 -1.158 25.968 -0.126 -0.026 0.056
Si -3.039 -5.138 26.279 0 0.061 0.034
Si 4.35 -4.082 29.198 0.135 -0.159 0.105
Si 2.822 6.695 29.612 -0.043 -0.097 0.079
Si 7.9 6.396 31.803 0.008 -0.036 0.186
Si -4.503 -2.576 29.361 0.126 0.008 0.019
Si 10.767 3.835 29.496 0.007 -0.024 0.031
Si 10.479 -4.102 26.965 0.152 -0.081 -0.031
Si 1.357 14.975 5.455 0.001 0.002 0.016
Si 4.086 1.357 5.441 0 -0.004 0.006
Si 1.364 4.097 5.425 -0.005 0 0.01
Si 4.093 6.801 5.42 0 -0.005 0.012
Si 1.355 9.535 5.436 -0.014 0.004 0.012
Si 4.072 12.235 5.414 0.001 0 0.004
Si 6.788 14.97 5.442 0.007 0.007 0.009
Si 9.507 1.366 5.464 0.006 0.003 0.015
Si 6.801 4.081 5.472 -0.005 0.003 0.019
Si 9.526 6.806 5.43 -0.003 0.003 0.007
Si 6.8 9.499 5.413 0.001 0.005 0.01
Si 9.526 12.213 5.442 0.006 0.001 0.007
Si 12.244 14.946 5.474 0.005 0.003 0.011
Si 14.976 1.371 5.457 0.001 -0.001 0.009
Si 12.237 4.101 5.443 -0.007 -0.003 0.014
Si 14.958 6.791 5.413 -0.001 -0.011 0.003
Si 12.224 9.52 5.441 -0.001 0.004 0.008
Si 14.961 12.241 5.458 0.005 -0.007 0.018
Si 2.727 0.004 6.809 -0.002 0.002 0.005
Si 5.432 2.72 6.812 0.002 0.006 0.005
Si 2.724 5.452 6.787 0.003 -0.003 0.005
Si 5.447 8.154 6.792 0.003 -0.003 0
Si 2.719 10.888 6.796 0 -0.004 -0.001
Si 5.43 13.594 6.787 -0.002 0 0
Si 8.15 -0.001 6.813 -0.004 -0.002 -0.001
Si 10.879 2.733 6.803 -0.002 0.007 0.004
Si 8.174 5.445 6.805 0.006 -0.006 0.01
Si 10.872 8.163 6.804 0.001 0.002 0.001
Si 8.148 10.865 6.79 0.001 -0.007 -0.001
Si 10.878 13.579 6.813 -0.002 -0.007 -0.001
Si 13.606 0.007 6.81 0.007 -0.002 0.002
Si 0.017 2.732 6.804 -0.002 -0.006 -0.002
Si 13.605 5.449 6.801 0 -0.005 -0.009
Si -0.009 8.161 6.78 -0.002 0.007 0.001
Si 13.597 10.872 6.802 0 0.001 0.005
Si -0.001 13.608 6.811 -0.002 0.007 0.002
Si 1.369 1.369 8.165 0.008 0.009 0.006
Si 4.07 4.086 8.158 -0.002 -0.007 0.002
Si 1.358 6.81 8.146 -0.007 -0.003 -0.013
Si 4.085 9.523 8.149 0.002 0.005 -0.007
Si 1.362 12.243 8.164 -0.002 -0.001 -0.004
Si 4.081 -1.367 8.161 -0.001 0 -0.009
Si 6.797 1.363 8.171 0.001 0.001 -0.005
Si 9.528 4.088 8.17 0.011 0.006 -0.001
Si 6.803 6.799 8.16 -0.003 -0.003 -0.003
Si 9.509 9.518 8.16 -0.001 -0.002 -0.004
Si 6.795 12.238 8.149 0.001 -0.002 -0.005
Si 9.513 -1.37 8.162 -0.008 -0.001 -0.001
Si 12.235 1.364 8.161 -0.011 -0.007 -0.005
Si 14.96 4.082 8.159 -0.006 -0.003 -0.004
Si 12.243 6.807 8.16 0.01 0.005 0.005
Si 14.958 9.512 8.157 -0.002 -0.004 -0.001
Si 12.245 12.232 8.169 0.004 -0.001 -0.003
Si 14.964 -1.352 8.169 0.007 0.003 0.003
Si 0.006 0.008 9.522 -0.003 -0.001 -0.002
Si 2.72 2.728 9.526 -0.003 0 0.001
Si 0 5.448 9.513 0.007 0.002 -0.001
Si 2.72 8.166 9.51 -0.001 0 -0.004
Si 0 10.876 9.515 -0.003 -0.001 -0.004
Si 2.723 13.6 9.526 0.002 0.002 -0.002
Si 5.44 -0.004 9.523 0.003 -0.005 -0.002
Si 8.164 2.722 9.523 -0.002 0.005 -0.001
Si 5.439 5.44 9.514 0.001 -0.005 -0.003
Si 8.158 8.159 9.523 0 0.006 -0.002
Si 5.44 10.882 9.517 0.003 0 -0.001
Si 8.153 13.593 9.52 -0.003 -0.002 0
Si 10.874 -0.001 9.517 0.006 -0.001 -0.003
Si 13.598 2.724 9.52 0.004 -0.006 -0.001
Si 10.888 5.444 9.526 -0.005 -0.007 -0.002
Si 13.6 8.159 9.525 0 0.004 0
Si 10.876 10.875 9.519 0 -0.003 0
Si 13.601 13.603 9.521 0.002 0 -0.004
Si 1.364 -1.355 10.879 0.004 -0.001 0
Si 4.081 1.362 10.878 -0.003 0.003 0.001
Si 1.355 4.088 10.878 -0.004 -0.004 0.002
Si 4.077 6.801 10.87 0.005 0.001 -0.002
Si 1.363 9.522 10.88 0.001 0.004 0
Si 4.086 12.242 10.886 -0.002 -0.004 0.003
Si 6.801 -1.361 10.885 0.003 0.001 0
Si 9.52 1.359 10.886 -0.004 -0.009 -0.001
Si 6.8 4.082 10.876 0.001 0.001 -0.002
Si 9.522 6.801 10.881 0.001 -0.001 0.002
Si 6.801 9.523 10.878 -0.004 0 0
Si 9.519 12.237 10.878 -0.001 0.001 0.001
Si 12.237 -1.359 10.877 -0.001 -0.001 -0.001
Si -1.362 1.363 10.878 0.003 -0.001 -0.002
Si 12.241 4.08 10.89 0.002 0.005 0.001
Si -1.361 6.797 10.884 -0.005 0.001 -0.001
Si 12.236 9.518 10.879 0.005 -0.001 0.003
Si -1.359 12.238 10.873 0.004 -0.002 -0.001
Si 2.72 0.007 12.24 -0.002 -0.002 0.004
Si 5.444 2.719 12.233 0.006 -0.002 0.001
Si 2.72 5.442 12.235 -0.002 0 0.002
Si 5.441 8.157 12.228 -0.004 0.001 0
Si 2.725 10.88 12.244 0.004 0.002 0.009
Si 5.444 13.605 12.25 0.007 0.004 0.005
Si 8.164 -0.004 12.249 -0.004 -0.002 0.004
Si 10.878 2.719 12.251 0.002 0.001 0.006
Si 8.159 5.44 12.235 -0.002 0.001 -0.002
Si 10.883 8.156 12.243 -0.001 0.004 0.001
Si 8.164 10.878 12.242 0 -0.004 0.002
Si 10.879 13.599 12.237 -0.004 0 0.001
Si 13.596 0.002 12.236 0.004 -0.001 -0.002
Si -0.007 2.728 12.234 -0.001 -0.003 -0.001
Si 13.6 5.438 12.253 0.006 -0.006 0.007
Si 0 8.161 12.239 0.001 0.002 0.002
Si 13.596 10.883 12.232 0 -0.003 -0.003
Si 0.004 13.597 12.229 -0.003 -0.001 0.001
Si 1.355 1.373 13.589 -0.01 0.007 -0.001
Si 4.085 4.079 13.59 0.003 -0.004 0.004
Si 1.358 6.797 13.597 0.004 -0.002 0.012
Si 4.092 9.512 13.595 0.006 -0.009 0.001
Si 1.363 12.246 13.599 0.003 -0.006 0.007
Si 4.081 -1.347 13.604 -0.007 0.009 0.007
Si 6.799 1.363 13.599 0.006 -0.002 0
Si 9.511 4.084 13.604 -0.018 0.007 0.004
Si 6.797 6.799 13.591 -0.002 0.003 -0.004
Si 9.523 9.512 13.601 -0.003 0.002 0.004
Si 6.817 12.247 13.604 -0.002 -0.005 0.003
Si 9.53 -1.364 13.609 0.004 -0.002 0
Si 12.241 1.355 13.609 0.008 -0.012 0.01
Si -1.366 4.069 13.611 0.005 0.001 0.002
Si 12.237 6.798 13.613 -0.002 0.001 0.007
Si -1.366 9.525 13.59 -0.01 0.01 0.003
Si 12.237 12.238 13.596 0.002 0.004 0.001
Si -1.36 -1.365 13.581 0.005 -0.002 -0.001
Si -0.011 0.006 14.932 -0.002 -0.002 -0.002
Si 2.722 2.725 14.949 -0.007 -0.004 -0.002
Si 0.001 5.429 14.958 -0.005 0.003 0.001
Si 2.73 8.149 14.952 0.003 0.005 -0.003
Si -0.008 10.884 14.948 0 0.002 -0.005
Si 2.717 -2.704 14.96 0.001 0.004 0
Si 5.439 0.017 14.97 0.002 0.005 0.003
Si 8.149 2.725 14.963 0.004 -0.002 -0.001
Si 5.443 5.436 14.952 0.003 -0.004 -0.001
Si 8.162 8.146 14.954 -0.004 -0.003 0
Si 5.462 10.873 14.947 0.009 -0.004 -0.004
Si 8.183 -2.724 14.979 -0.004 -0.002 0.002
Si 10.891 -0.01 14.976 -0.002 -0.002 -0.001
Si 13.593 2.71 14.981 0.004 0.001 0.003
Si 10.866 5.44 14.973 0.002 -0.005 0
Si 13.6 8.17 14.96 0.011 0.004 -0.005
Si 10.882 10.873 14.958 -0.009 -0.006 0
Si 13.604 -2.72 14.944 0.003 -0.002 0.002
O 9.539 -3.042 26.176 -0.126 0.228 -0.719
O 12.024 3.48 23.095 0.216 -0.294 0.222
O 0.298 -2.951 25.274 0.331 -0.057 0.597
O 2.752 -0.026 22.081 0.19 -0.085 0.433
O 0.743 9.337 22.857 -0.229 -0.337 -0.076
O 5.492 8.293 22.163 -0.128 -0.124 0.541
O 9.887 7.047 23.204 0.284 0.387 -0.026
O -1.483 5.603 32.629 0.192 0.26 -0.12
O 8.054 -0.114 22.096 -0.207 -0.021 0.263
O 9.616 -2.997 32.577 -0.117 0.048 0.328
O 4.457 -3.792 23.056 -0.088 -0.073 0.312
O 4.575 4.95 32.723 -0.074 -0.134 -0.166
O 7.311 10.072 22.785 0.265 -0.078 0.115
O 11.309 7.845 30.418 -0.329 0.312 -0.142
O 1.772 2.045 32.726 0.283 -0.117 -0.105
O 9.018 -5.51 32.683 -0.147 -0.235 -0.347
O -1.274 -5.097 30.087 0.377 0.152 -0.116
O 3.596 -0.442 32.43 -0.566 0.074 -0.004
O 8.153 5.399 22.191 0.057 -0.165 0.168
O 9.252 0.794 25.485 0.217 -0.578 -0.237
O 4.598 1.436 23.098 0.292 0.391 0.149
O 2.718 6.505 33.634 -0.134 -0.192 -0.293
O -3.654 -0.908 23.192 -0.166 -0.079 0.425
O -0.914 7.159 22.835 0.262 0.307 0.029
O 1.192 -1.743 23.142 0.077 -0.419 0.105
O 1.392 3.373 30.484 0.466 0.323 0.263
O -0.679 -4.054 23.124 0.141 0.079 -0.072
O 6.613 5.645 31.18 -0.073 -0.257 -0.34
O 5.229 5.843 27.611 -0.481 -0.167 0.226
O -1.656 -0.04 32.591 -0.288 0.217 0.117
O 5.506 9.243 33.591 0.071 -0.069 -0.47
O 3.305 7.44 28.265 -0.338 0.185 -0.001
O 5.475 -1.801 33.56 -0.06 -0.074 -0.37
O 1.419 4.625 23.203 0.172 0.2 0.005
O 3.655 6.916 23.303 0.047 -0.169 0.123
O -0.227 8.87 30.579 0.05 -0.228 -0.477
O 12.395 8.989 23.23 -0.333 -0.085 0.029
O 10.815 1.451 27.403 0.14 -0.146 0.314
O 9.3 6.38 25.74 -0.175 -0.482 -0.068
O 7.73 6.146 27.717 0.021 0.049 0.29
O 10.937 -1.89 30.523 -0.209 0.465 -0.418
O 3.87 -5.194 32.814 0.182 0.366 -0.33
O -2.689 6.562 30.519 0.173 -0.104 -0.685
O 5.672 8.509 27.926 0.091 -0.091 0.383
O 10.848 9.209 33.59 0.095 0.012 -0.462
O -2.59 10.85 22.12 -0.027 -0.007 0.052
O 0.012 3.746 33.633 -0.252 0.054 -0.182
O -3.757 2.121 32.76 0.09 -0.382 0.008
O -1.133 -6.049 32.559 0.563 -0.059 -0.215
O 0.103 -1.753 33.471 0.001 0.247 -0.338
O 9.115 -4.315 23.012 0.058 0.154 0.512
O 8.341 -4.004 30.572 0.454 -0.075 -0.172
O 7.362 7.6 32.735 0.115 0.308 -0.507
O 8.227 1.054 33.537 0.21 -0.011 -0.154
O 6.309 -1.938 22.866 -0.172 0.087 0.099
O -2.836 9.203 30.825 -0.345 0.157 -0.143
O 2.142 6.113 25.235 0.129 -0.102 0.395
O 10.144 -0.491 32.653 0.228 0.355 -0.45
O 6.469 2.708 32.598 -0.252 0.295 -0.067
O 8.523 8.567 26.924 0.129 -0.097 0.224
O -2.737 -4.328 33.584 0.084 0.142 -0.484
O 5.169 1.017 31.016 0.306 -0.443 -0.167
O 2.547 1.023 30.492 -0.258 -0.161 -0.406
O 9.693 1.594 23.053 0.377 0.022 0.036
O -0.061 2.715 22.208 0.008 0.01 0.351
O 11.244 7.975 25.271 -0.123 0.245 0.445
O 0.234 3.654 28.119 -0.293 -0.098 -0.001
O 0.956 -0.395 25.445 -0.234 0.194 0.084
O 5.074 2.773 25.217 -0.362 0.456 0.636
O 1.81 -3.591 32.545 -0.228 0.247 -0.442
O -4.239 -2.318 32.826 0.403 0.25 -0.313
O 8.21 1.527 27.788 -0.275 -0.32 -0.154
O -2.65 1.377 30.589 -0.305 -0.092 -0.527
O -2.771 0.416 25.36 -0.445 -0.063 0.061
O -3.584 -1.447 28.625 -0.26 0.378 -0.264
O -3.709 7.519 32.697 0.467 -0.364 0.104
O 11.824 -4.433 26.135 -0.186 0.063 -0.366
O 7.109 -3.699 32.849 -0.407 -0.318 -0.299
O 7.394 -1.561 26.087 0.285 0.337 -0.496
O -0.436 5.649 24.897 -0.315 -0.143 0.25
O -1.908 -4.377 25.422 -0.317 0.25 -0.267
O 5.097 -2.341 25.145 -0.67 -0.333 0.243
O 1.103 3.687 25.639 0.173 -0.202 0.023
O 1.77 -6.039 31.491 -0.158 0.102 0.027
O 5.793 -3.544 29.736 0.003 0.458 0.335
O 0.913 8.202 32.828 -0.581 -0.081 -0.17
O 11.325 2.693 30.5 -0.404 -0.232 0.104
O 9.941 3.356 24.854 -0.246 0.408 0.416
O -1.168 -1.169 24.048 -0.175 -0.392 -0.124
O 4.347 7.508 25.822 0.551 0.264 -0.171
O 1.75 5.577 29.177 -0.095 -0.043 -0.444
O 10.932 -2.667 22.217 -0.103 -0.085 0.318
O 10.104 6.975 28.272 0.43 0.29 -0.036
O 11.468 5.45 24.631 0.253 0.325 0.137
O 7.295 2.201 30.149 0.243 -0.485 0.236
O 7.088 -5.671 29.091 0.361 -0.28 0.311
O 11.7 3.79 28.171 0.296 0.488 -0.083
O 2.348 8.754 24.811 0.093 0.317 0.149
O 8.819 6.965 30.606 -0.324 0.162 -0.448
O 10.835 5.292 30.176 0.199 -0.058 0.205
O 6.692 4.766 25.664 0.316 0.147 -0.275
O 3.982 -0.964 29.785 0.291 -0.337 0.272
O -2.595 7.291 24.84 -0.246 -0.346 0.11
O -0.608 5.059 30.166 -0.059 0.392 -0.224
O 3.692 -2.996 28.208 -0.556 -0.319 -0.449
O 3.242 0.824 25.322 0.034 0.003 -0.227
O 5.759 0.221 25.145 0.534 0.096 -0.096
O 2.701 10.889 22.095 -0.142 -0.035 0.318
O -4.012 3.114 25.73 0.324 -0.073 0.11
O 2.183 7.815 30.566 0.098 -0.124 0.252
O 2.639 -0.73 27.446 -0.3 -0.136 0.096
O 4.627 -5.428 28.313 -0.431 -0.12 -0.361
O 10.794 3.843 33.574 0.082 0.195 -0.578
O 6.831 10.498 26.646 -0.307 0.162 -0.389
O 6.096 4.114 23.144 -0.579 -0.045 -0.059
O 9.237 3.575 29.086 -0.15 0.353 -0.115
O -2.626 -5.149 27.841 -0.11 -0.44 0.25
O -2.71 5.394 22.123 0.094 0.1 0.299
O 3.342 -4.278 30.435 -0.219 0.208 -0.17
O 7.868 -3.084 28.206 -0.045 -0.081 -0.02
O 6.808 -4.14 24.24 0.045 0.032 0.332
O 8.831 5.419 32.707 -0.197 -0.362 -0.258
O 7.558 2.494 24.466 -0.022 -0.201 -0.03
O -1.432 -0.387 27.48 0.577 -0.175 -0.172
O 5.089 3.612 30.575 -0.579 0.037 -0.391
O 6.801 3.726 28.072 -0.319 -0.141 0.068
O -1.952 1.081 22.963 -0.305 0.092 0.008
O -3.456 -3.685 29.931 -0.128 -0.379 0.435
O 5.224 -0.984 27.444 0.37 0.304 0.197
O -0.814 1.973 26.286 0.027 0.179 -0.434
O -3.143 9.683 25.72 0.037 -0.295 0.305
O -2.98 1.729 27.651 0.149 -0.043 0.528
O 1.563 1.589 27.15 0.186 0.049 0.522
O 10.848 -3.368 28.357 -0.177 -0.243 0.377
O -1.409 -0.842 30.081 0.464 -0.489 0.095
O -1.405 -2.902 28.502 0.573 -0.062 -0.296
O -2.802 3.961 31.089 -0.232 -0.049 -0.061
O -0.045 1.236 30.954 -0.002 0.161 -0.241
O -0.205 8.283 25.073 0.023 -0.015 0.45
O 9.348 -0.824 27.61 0.494 -0.211 0.398
O 9.558 -5.402 27.281 0.218 -0.153 0.396
O 0.506 10.783 25.03 0.282 0.111 0.567
O 8.7 10.354 24.915 0.358 -0.346 -0.4
O 4.094 6.056 30.375 0.073 0.125 -0.045

Results
total energy: -101659.066 eV
total energy less fixed offsets of O -438.35, Si -107.03 eV per atom: -5.866 eV
